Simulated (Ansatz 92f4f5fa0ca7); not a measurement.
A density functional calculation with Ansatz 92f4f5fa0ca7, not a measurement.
Periodic cell of 153 atoms, Si99O54, from a study of silicon, its oxide and their interface. The atomic structure is a simulated model.

Settings
functional: r2SCAN
potential files: Ansatz norm-conserving
basis: plane waves
wave-function cutoff: 1300 eV
density cutoff ratio: 4
exchange-correlation grid ratio: 1
k mesh: 2 x 2 x 1, shifted by 0.5 0.5 0.5 of a step
self-consistency stop: 5e-08 eV per atom in the density residual
occupations: Fermi-Dirac, 0.05 eV
spin: none
net charge: 0

Cell vectors (angstrom)
a	11.54	0	0
b	0	11.54	0
c	0	0	20.5556

Atoms and the computed forces on them: element, x, y, z (angstrom), force x, y, z (eV/angstrom)
Si	0.2109	0.7274	-0.2998	0.2897	0.2355	-0.4286
Si	0.0379	3.8219	0.2039	1.2197	0.4539	0.5436
Si	-0.0835	6.9363	0.1181	-0.3468	-0.0631	-2.2715
Si	4.3818	-1.1164	-0.0946	0.0102	-0.2061	-1.3034
Si	3.9154	4.4581	0.0099	1.33	-0.3376	-0.6805
Si	3.7882	7.534	0.7343	0.3945	-2.2415	-0.7924
Si	7.7502	-0.5521	0.2693	0.2806	-0.7726	-0.6966
Si	7.876	3.751	-0.6379	0.7409	0.7649	0.7378
Si	7.77	7.8398	0.6522	-0.7892	-2.4298	0.0971
Si	1.9059	0.0617	1.2434	0.7141	0.4414	-1.2438
Si	1.99	3.9623	1.4282	0.0828	0.7112	-0.0163
Si	1.6974	7.7237	1.6232	-0.3262	-0.3649	-0.8154
Si	5.8588	-0.3189	1.5409	-0.1826	-0.0313	0.8463
Si	6.0067	3.798	1.2898	-1.277	-1.0952	-1.0265
Si	5.796	7.5097	1.8294	0.2486	-0.2848	0.139
Si	9.7847	0.0674	1.239	0.2967	0.4708	-1.1241
Si	9.6316	3.8847	1.3043	-1.2301	0.4568	-0.0884
Si	9.7231	7.4267	1.6982	0.7069	1.4134	-0.8416
Si	1.9841	1.98	2.6072	-0.4424	-0.0204	0.9316
Si	1.7931	5.8946	2.9475	1.3855	-1.3991	0.4705
Si	1.8148	9.765	2.7784	-0.3378	-0.386	-0.5872
Si	5.7506	1.8418	2.7487	0.3193	-0.2189	-1.08
Si	5.8461	5.476	2.9034	0.5729	0.6259	0.5853
Si	5.7661	9.3973	3.0976	-0.3011	1.003	-0.8813
Si	9.5114	1.9802	2.6162	-0.3214	-0.5869	-0.1583
Si	9.6837	5.6163	2.9451	-0.4392	-1.0597	0.6718
Si	9.8256	9.6706	2.613	-0.0904	-0.6184	0.7381
Si	-0.1619	2.0074	3.9706	1.2926	-0.3589	-0.234
Si	-0.0162	5.8034	4.3711	-0.4061	-2.0494	-1.1498
Si	0.0055	9.6645	4.2485	-0.3528	0.7681	-0.577
Si	3.8372	1.9666	4.038	-0.3228	-0.4957	0.4817
Si	3.9087	5.7323	4.2696	-0.8886	1.123	-1.354
Si	3.7035	9.5927	4.1135	0.3786	0.4078	0.685
Si	7.7077	1.773	4.0962	0.0736	-0.5915	0.0544
Si	7.762	5.5422	4.2921	0.0322	0.5833	-0.1729
Si	7.7988	9.5571	4.0041	1.2309	-0.2491	1.765
Si	0.0207	0.1625	5.4471	-1.0164	-0.466	-0.2537
Si	-0.0876	3.7513	5.5001	0.319	0.9056	0.8706
Si	-0.1871	7.6936	5.4661	0.928	1.2844	1.5132
Si	3.7397	0.0202	5.4341	0.1847	0.0841	0.2717
Si	3.8684	3.846	5.4385	-0.3891	-0.8654	0.7302
Si	3.7974	7.7532	5.5511	-0.8257	-0.413	-0.4631
Si	7.8251	-0.1313	5.5402	-0.9609	-0.2179	-0.4214
Si	7.8095	3.5868	5.5053	-1.5751	1.0511	0.6829
Si	7.7474	7.6038	5.5483	0.3612	0.5026	-0.1696
Si	1.8008	0.1891	6.8368	0.8952	-0.7292	0.3372
Si	1.9404	3.8783	6.7664	-0.5632	-0.4338	-0.6282
Si	1.7926	7.7044	6.8247	-0.4253	-0.777	0.0779
Si	5.6895	-0.0857	6.8083	0.9104	0.3136	-1.5018
Si	5.7074	3.8165	6.8426	1.3449	-0.5762	-0.6395
Si	5.6978	7.6916	6.7704	1.4836	0.2654	0.9476
Si	9.7211	-0.0594	6.9356	-0.153	0.1713	-0.1698
Si	9.5412	3.9322	6.9602	0.816	-0.707	0.3365
Si	9.6924	7.8523	7.0899	-1.1852	-0.1743	-0.9269
Si	1.962	2.09	8.1903	-0.2462	0.131	0.0406
Si	1.8205	5.6546	8.202	0.1894	1.0043	0.6771
Si	1.622	9.6527	8.0883	-0.3311	0.4482	-0.2319
Si	5.817	1.8241	8.0581	0.7394	0.3343	-0.0832
Si	5.7277	5.7265	8.1626	0.3631	0.8616	-0.6788
Si	5.887	9.6587	8.16	-1.7542	-1.0311	0.1189
Si	9.6006	1.8757	8.1948	0.1596	0.0141	0.6322
Si	9.6041	5.9296	8.319	-0.5495	-0.2981	0.3594
Si	9.7477	9.7012	8.5571	-0.9477	0.0299	0.0666
Si	0.0267	2.0472	9.5404	-0.1305	-1.0854	-0.5393
Si	-0.0911	5.7775	9.7228	0.884	-0.6853	-0.1668
Si	0.0785	9.6706	9.9628	0.2349	0.1891	0.4445
Si	3.9697	1.9384	9.3172	-0.7357	-0.249	1.2071
Si	3.9031	5.7421	9.526	-0.5008	-1.1205	-0.2457
Si	3.5673	9.57	9.1877	2.065	-0.2566	-0.2139
Si	7.6623	1.8411	9.5887	-0.7761	0.2891	0.0501
Si	7.5563	5.963	9.6108	-0.2188	0.4249	0.8541
Si	7.5731	9.7546	9.7542	-0.1193	0.1139	0.509
Si	0.5342	0.3062	11.0728	1.206	-0.8342	1.0416
Si	-0.6895	3.726	10.8695	-0.3478	1.5216	2.4174
Si	0.6606	7.5643	11.095	1.1024	0.1436	0.155
Si	3.592	-0.0998	10.45	0.573	0.3164	1.1298
Si	4.4742	3.7377	10.7651	-0.0947	0.4392	0.1872
Si	3.773	7.7384	10.5998	0.4517	0.6541	1.2436
Si	6.7724	0.1001	11.0796	-1.5276	-0.2966	-0.032
Si	7.5857	3.9096	10.7252	0.3975	-0.8784	-0.3465
Si	6.8728	8	11.1788	-0.0969	-0.5751	-1.2227
Si	7.4342	-5.4413	15.55	1.9943	-2.5369	0.6257
Si	3.3531	2.8576	13.3735	1.1632	0.5864	-0.2745
Si	5.8082	-1.7447	15.5451	0.0024	0.0137	-1.1351
Si	11.9694	2.2697	13.3308	-1.2738	0.2031	-0.4888
Si	11.2828	4.2395	15.545	1.0988	-1.6486	0.6884
Si	14.1156	5.0805	15.1753	-1.6889	0.2867	-1.1058
Si	-0.6009	-0.3201	17.6119	-0.3373	0.3195	-0.0757
Si	0.4199	6.7012	13.9509	0.7737	-2.1866	0.8355
Si	8.2208	-3.2099	13.9924	2.1715	-0.2111	1.8507
Si	6.8829	3.103	15.9524	-1.69	-0.8013	-1.4842
Si	5.4433	4.6903	18.0637	0.8479	-1.9827	-0.5629
Si	5.7327	12.3264	13.8564	0.3629	1.0405	1.2393
Si	-0.6426	-2.5302	15.4619	-0.1476	-0.8407	0.1121
Si	-1.5155	8.4097	18.212	2.9237	1.0768	0.4889
Si	-6.7249	18.4958	16.2196	-1.0773	-0.9615	-1.0612
Si	7.999	7.5828	18.4141	-1.5871	-0.958	-1.7861
Si	9.4939	2.6159	17.5007	1.0173	-0.3806	-0.8222
Si	6.5097	10.4375	18.3463	-1.5206	-1.6174	-1.679
O	-1.3576	1.113	-3.1713	-0.3352	0.6263	0.0648
O	3.2233	-0.009	0.1503	-1.4375	-0.3094	0.7967
O	0.3216	2.3961	-0.5597	-0.5759	-1.1229	-0.2196
O	0.0544	5.306	-0.5252	-0.2382	2.0367	0.384
O	-0.3571	7.8699	-1.2895	-0.0788	-0.9282	1.3815
O	-1.4671	10.0888	-2.1401	-0.3879	-0.8894	-0.6509
O	3.9415	-5.4498	-0.1733	-0.4716	1.1677	0.7521
O	3.8029	-2.6897	-0.1681	0.6202	2.6126	-0.8389
O	7.8223	6.5365	-3.4629	-0.1145	0.5187	0.4557
O	4.2924	4.0056	-1.6244	-1.4631	0.4806	2.5701
O	6.308	10.7178	-3.8103	0.641	0.6095	1.234
O	12.0895	0.1293	-1.8374	-0.5626	-0.428	0.4979
O	7.4987	4.4487	-5.3194	0.1236	0.4603	0.6632
O	9.1588	3.1238	-1.5519	-1.2604	-0.2096	1.2916
O	6.9688	-2.7084	-2.3329	-0.3612	0.6576	0.2645
O	4.999	10.6375	-1.6129	0.1747	-0.4923	0.8297
O	7.4252	11.4133	-1.3296	0.9401	0.1063	0.5819
O	1.8262	5.88	13.9319	-0.1597	0.0931	-0.1486
O	-0.0384	0.8447	12.5704	0.4491	0.6168	-0.1456
O	1.3393	4.4313	16.0611	-0.1606	-0.2842	-0.7508
O	1.9836	2.1405	13.712	-1.1104	-0.4542	-0.3004
O	3.3592	3.7011	11.9571	0.1002	-0.92	0.8713
O	-0.0705	7.0819	12.4807	-0.2813	0.1076	-1.0511
O	4.8135	-2.9565	16.0597	-0.0462	-0.1776	0.2413
O	6.851	0.4725	12.6829	0.2572	0.2069	0.2784
O	-2.3271	3.8453	11.3531	-0.2795	-0.1256	-0.5461
O	6.0104	3.666	11.4496	0.8524	0.6533	-0.5997
O	5.2165	7.9589	11.5404	0.5525	-0.186	-0.6496
O	7.9505	8.2494	12.4129	-0.7402	-0.1647	-0.077
O	2.1831	-0.1002	11.4082	-0.0643	1.0104	-0.9993
O	5.109	-0.3595	11.1594	0.3164	0.8397	-0.4422
O	11.6967	3.5287	12.3219	-0.3227	-0.0645	-1.6214
O	5.5303	3.6188	16.8009	1.5108	0.3158	-0.3557
O	2.3444	7.6734	11.4641	-1.262	-0.1572	-0.5343
O	-0.2665	-1.0566	16.1438	0.2833	-0.0852	0.3626
O	0.5129	8.1139	14.6526	-0.7782	2.7228	1.746
O	3.5558	3.9772	14.5177	0.1884	0.3896	0.7274
O	5.1994	-0.6516	14.4777	0.2934	0.2473	0.0134
O	10.3709	3.8643	16.8755	0.3335	-0.2806	-0.8683
O	-3.727	6.8544	19.8571	-0.3681	0.082	-0.2765
O	11.1269	2.8029	14.6261	0.449	0.9198	0.8008
O	16.0226	1.7145	13.3678	0.2349	-0.5033	-0.4041
O	7.048	-2.4898	14.7936	-0.6868	0.2288	0.1802
O	-1.9563	-2.3462	14.4851	-0.1467	-0.711	-0.5447
O	8.4956	-4.7535	14.5668	-0.6478	1.6524	-0.9648
O	-0.98	-3.5428	16.7209	-0.2085	1.1484	-0.1256
O	3.3047	6.3023	15.8928	2.5212	0.9791	1.1008
O	5.9502	6.4224	15.1286	-2.4518	1.1471	0.7374
O	6.899	4.4886	18.8186	0.4325	-0.1763	0.5746
O	8.0856	2.4796	16.7898	-0.5418	-0.2949	0.077
O	11.0049	5.6588	14.8127	-0.642	-0.2699	-0.4673
O	6.4334	13.3089	15.0002	0.1985	1.0611	0.1291
O	7.7625	20.8428	20.6419	0.4364	3.1221	-0.2583
O	5.2341	6.2344	17.6434	-0.4423	0.5871	-0.3208

Results
free energy: -36723.724 eV
free energy less fixed offsets of O -463.61, Si -117.95 eV per atom: -11.734 eV
pressure: -2.18 GPa
stress xx, yy, zz, yz, xz, xy (GPa, positive in tension): 2.16, 3.15, 1.24, 1.21, -0.98, -0.21
